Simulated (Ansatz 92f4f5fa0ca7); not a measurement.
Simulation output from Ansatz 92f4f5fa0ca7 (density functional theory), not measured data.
Periodic cell of 226 atoms, Si132O92As2, from a study of silicon, its oxide and their interface. The atomic structure is a simulated model.
Doubt: the cutoff is far below the 930 eV that the study's wrapper takes by default for these files, so forces and energies are approximate.

Settings: functional PBE; potential files Ansatz PAW; basis plane waves; wave-function cutoff 580 eV; density cutoff ratio 5; exchange-correlation grid ratio 1; k mesh 1 x 1 x 1, Gamma-centred; self-consistency stop 5e-08 eV per atom in the density residual; occupations fixed; spin none; net charge 0.

Cell vectors (angstrom)
a  10.938  0  0
b  0  10.938  0
c  0  0  31.9494

Atoms and the computed forces on them: element, x, y, z (angstrom), force x, y, z (eV/angstrom)
Si  10.7131  0.067  24.4639  -0.2989  -0.1303  0.1217
Si  5.1431  0.0516  24.6953  -0.0649  -0.0879  -0.1317
Si  2.8865  2.229  24.4842  -0.0205  -0.0498  0.2075
Si  8.5637  2.4242  24.5603  -0.0293  -0.0512  0.0049
Si  10.7439  5.4681  24.2508  -0.2922  -0.0024  -0.3414
Si  5.1381  5.6136  24.4423  0.1335  0.1089  0.189
Si  2.973  7.9606  24.4105  0.0862  -0.066  -0.1012
As  8.51  7.6699  24.2544  0.4971  0.3953  -0.0723
Si  1.3442  1.1573  25.8686  0.0757  0.0268  -0.0443
Si  6.8158  1.3356  25.7507  0.0424  -0.0137  0.0544
Si  3.9639  4.0052  25.7041  0.0269  -0.0092  -0.0636
Si  9.7012  3.9966  25.8324  0.1645  0.0306  0.0049
Si  1.2756  6.8057  25.6061  0.0535  -0.098  0.1257
Si  6.7676  6.6759  25.776  -0.4465  -0.0082  0.0264
Si  3.9984  9.4487  25.9716  -0.0047  -0.0049  -0.0074
As  9.5016  9.5775  25.9485  -0.1349  0.4056  0.2069
Si  2.6594  -0.1403  27.3096  -0.1022  0.0199  0.0334
Si  8.0929  0.0566  27.2854  0.5745  0.0324  0.0527
Si  0.101  2.6844  27.2171  -0.0504  -0.1805  0.0229
Si  5.4482  2.7358  27.1086  -0.061  0.0792  -0.115
Si  2.6359  5.4324  27.079  0.0388  0.0017  -0.1073
Si  8.2309  5.3558  27.1176  -0.2182  0.0966  -0.014
Si  0.0445  8.1197  27.1814  -0.1393  0.366  -0.0385
Si  5.5138  8.1558  27.1859  0.0984  -0.424  0.035
Si  4.0994  1.3452  28.4988  -0.0544  -0.0592  0.0482
Si  9.5802  1.3717  28.5486  -0.2618  0.0685  0.096
Si  1.4065  4.088  28.576  -0.1208  0.0517  -0.1089
Si  6.8126  4.0771  28.5153  0.0502  0.0159  -0.0214
Si  4.0777  6.7665  28.4669  0.0937  0.2164  0.0198
Si  9.5447  6.78  28.4852  0.0591  -0.0921  0.048
Si  1.2953  9.4842  28.6536  0.1193  -0.0236  -0.1944
Si  6.8204  9.5264  28.6005  -0.0705  0.1166  -0.1213
Si  -0.0263  -0.0088  29.9325  -0.0428  0.0899  -0.0505
Si  5.4556  0.0013  29.9043  0.033  0.0048  0.0359
Si  2.7669  2.722  29.9042  0.028  -0.1007  0.0266
Si  8.1863  2.7388  29.8961  0.1834  0.0485  0.0445
Si  -0.006  5.4577  29.8924  0.0325  0.0232  0.0569
Si  5.4588  5.4573  29.8814  0.0074  0.0185  -0.0446
Si  2.7557  8.1548  29.9036  0.0769  -0.0496  0.0551
Si  8.2327  8.1784  29.8964  -0.033  -0.0619  0.0588
Si  1.3673  1.3673  31.2657  0.1391  0.0472  -0.0326
Si  6.8362  1.3673  31.2657  0.0087  -0.0059  0.0029
Si  4.1018  4.1018  31.2657  0.1447  -0.072  0.0902
Si  9.5708  4.1018  31.2657  -0.1692  0.0058  0.0335
Si  1.3673  6.8362  31.2657  -0.0287  -0.1773  0.0545
Si  6.8362  6.8362  31.2657  0.0157  -0.0532  -0.1368
Si  4.1018  9.5708  31.2657  -0.0649  -0.073  0.0134
Si  9.5708  9.5708  31.2657  -0.1682  -0.1756  0.2364
Si  2.7345  0  0.6835  0.0371  0.0697  0.0282
Si  8.2035  0  0.6835  -0.047  0.0689  -0.1526
Si  0  2.7345  0.6835  0.0427  0.1109  0.0121
Si  5.469  2.7345  0.6835  0.0011  0.087  0.1277
Si  2.7345  5.469  0.6835  -0.0884  -0.0089  -0.0839
Si  8.2035  5.469  0.6835  0.0842  0.1286  0.0066
Si  0  8.2035  0.6835  0.0417  0.0588  0.147
Si  5.469  8.2035  0.6835  0.0675  0.1645  0.0884
Si  4.0961  1.3777  2.0642  -0.0102  0.0071  -0.0042
Si  9.593  1.3483  2.0403  0.0814  -0.0397  -0.0204
Si  1.3515  4.1389  2.053  -0.0624  0.0161  -0.0043
Si  6.8294  4.1349  2.047  -0.0886  0.0281  -0.0672
Si  4.0871  6.8448  2.0429  0.0024  0.035  -0.0253
Si  9.5726  6.8394  2.0655  -0.0248  0.027  -0.0091
Si  1.3622  9.6043  2.0569  -0.0869  0.0046  -0.0419
Si  6.8314  9.6151  2.0447  -0.1094  -0.0078  -0.0025
Si  0.0249  0.0317  3.4776  -0.0097  -0.0089  -0.0771
Si  5.4784  0.033  3.4546  0.0232  0.0296  -0.0758
Si  2.7015  2.7693  3.3952  0.1064  -0.0131  0.0345
Si  8.2579  2.7783  3.3233  -0.0877  -0.0219  0.1826
Si  0.0264  5.5164  3.4824  -0.0459  -0.0257  -0.1184
Si  5.4644  5.5252  3.4264  0.062  -0.0462  -0.0125
Si  2.7266  8.2361  3.3902  0.046  0.0019  0.0508
Si  8.2412  8.2954  3.3765  -0.0088  -0.13  0.0818
Si  1.3664  1.4542  4.8366  0.0358  0.0301  0.0454
Si  6.9065  1.4729  4.7199  0.0569  0.0531  -0.0326
Si  4.051  4.1521  4.7511  -0.0172  -0.023  -0.0158
Si  9.5935  4.077  4.7756  0.0104  -0.0052  -0.0009
Si  1.3585  6.9716  4.8388  0.0598  0.027  0.0309
Si  6.8359  6.9873  4.7217  0.0357  0.0718  -0.0289
Si  4.0855  9.5716  4.7817  -0.0023  -0.0346  0.0066
Si  9.6156  9.5759  4.8368  -0.0085  0.0304  0.0471
Si  2.7573  0.0423  6.1253  -0.0378  -0.0225  -0.013
Si  8.2938  0.1237  6.0866  0.0032  0.0127  -0.0046
Si  0.0134  2.7983  6.3  -0.0214  -0.0128  -0.0048
Si  5.5104  2.8394  6.0581  0.0058  0.0081  -0.0198
Si  2.7524  5.5939  6.1316  -0.0177  -0.0077  -0.0129
Si  8.2516  5.5987  5.9495  -0.0059  0.0024  -0.0192
Si  0.0437  8.3065  6.365  -0.011  -0.0078  -0.0025
Si  5.4961  8.3038  6.2104  -0.0039  -0.0175  -0.0204
Si  4.421  1.1859  7.314  0.016  -0.0052  0.0495
Si  9.8087  1.1518  7.6191  0.0017  -0.0114  -0.0002
Si  1.1754  4.5025  7.4935  -0.0001  0.0301  0.0394
Si  6.6404  4.5413  7.2345  -0.0153  -0.0149  0.0111
Si  4.3265  6.705  7.5253  0.0052  0.001  0.0458
Si  9.7244  6.6128  7.4945  0.0136  -0.0056  0.0246
Si  1.2792  9.9441  7.6832  -0.0042  0.0203  0.0588
Si  6.7149  9.9683  7.3953  -0.0068  0.0006  0.0388
O  9.5845  1.2033  24.0266  -0.0936  0.2142  -0.0837
O  4.0984  6.8189  23.9455  -0.1047  0.0033  -0.0148
O  4.0883  1.1656  24.0556  0.0437  0.0153  -0.1041
O  9.5132  6.3  23.4832  0.3251  -0.6849  -0.0514
O  -0.0323  5.5419  8.0052  0.0124  0.0031  -0.01
O  5.5671  0.1295  7.9001  -0.0076  0.0007  -0.0235
O  0.07  0.089  8.1373  0.0107  -0.0028  -0.0149
O  5.5355  5.6112  7.8708  -0.0166  0.017  -0.0067
O  7.5947  3.942  8.4178  -0.0066  0.0201  -0.0189
O  8.7231  7.043  8.7583  0.0006  -0.0081  -0.0301
O  2.1823  9.4603  9.0189  -0.0108  0.0056  -0.0297
O  8.8977  1.6738  8.9277  -0.004  0.0082  -0.0041
O  7.6067  9.4662  8.6933  0.0002  0.0055  -0.0155
O  3.6019  1.8236  8.5845  -0.0001  -0.0012  -0.0075
O  3.5868  7.2242  8.9303  -0.0065  0.0065  0.0014
O  2.0611  4.0123  8.8081  -0.0083  0.0035  -0.0257
O  8.1203  3.4508  23.3429  0.0373  -0.1323  0.0648
O  0.6895  4.7808  23.0202  0.0409  -0.0284  0.0167
O  2.0118  2.5148  23.1217  -0.0358  0.0378  -0.0362
O  5.845  4.9352  23.1145  -0.0215  -0.0532  -0.0061
O  5.6189  9.8785  23.5737  -0.1304  0.1347  0.1458
O  2.4359  8.7146  23.0326  0.0299  -0.0142  0.0332
O  0.1779  10.0812  23.1427  0.0964  -0.1941  -0.0032
O  7.8024  8.4961  22.7841  -0.1997  -0.0574  -0.2182
Si  8.6366  7.7058  18.4504  -0.0033  -0.0015  -0.0564
Si  8.7801  6.3654  13.6264  -0.0035  -0.0013  -0.009
Si  3.7922  1.5508  14.7297  0.002  0.0021  -0.0163
Si  2.1224  5.7484  17.6263  -0.0028  0.0092  -0.0095
Si  2.4226  3.1162  19.4328  -0.0053  0.0254  -0.0126
Si  9.8038  9.038  12.0698  0.004  0.0008  0.0011
Si  1.3025  9.4261  22.1006  0.0125  0.0348  -0.0441
Si  9.1659  0.9745  13.1869  -0.0015  0.0007  -0.0036
Si  1.4193  5.0644  13.0191  -0.0008  0.0013  -0.0041
Si  1.7866  8.2625  12.7948  0.0006  -0.0024  -0.0031
Si  6.6236  9.5442  22.3502  0.1643  -0.2213  0.0865
Si  4.5203  4.614  15.7075  -0.0097  -0.0015  -0.016
Si  8.2092  3.0178  9.5801  -0.0013  -0.003  0.0161
Si  0.819  8.2311  19.2888  0.0115  -0.0175  -0.0213
Si  6.9297  1.383  21.0683  -0.0177  -0.0175  0.0418
Si  8.2181  8.3122  9.6656  -0.0022  0.0109  0.0181
Si  10.8927  5.2214  15.6024  0.0025  0.0026  -0.0132
Si  7.5744  9.5049  16.3035  0.0068  0.0048  -0.0091
Si  9.934  2.0514  20.2942  -0.0037  0.0135  0.0118
Si  3.2166  8.5137  9.8988  0.0093  -0.0074  0.0059
Si  6.6979  3.363  17.391  0.0013  0.0068  -0.0134
Si  1.151  0.1946  19.7961  -0.0034  -0.0292  -0.002
Si  3.2321  2.8247  12.2922  0.0039  -0.002  -0.0009
Si  7.1942  5.3987  19.68  0.0209  -0.0116  0.0684
Si  5.743  8.6737  11.5394  -0.003  0.0052  -0.0014
Si  5.7784  6.0796  13.1975  -0.0022  0.0036  0.0003
Si  4.6301  9.6916  17.5784  -0.0068  -0.0156  0.0044
Si  1.1305  3.4726  22.1444  -0.0784  0.0622  0.0535
Si  4.9141  1.4788  18.7345  0.032  -0.0146  0.0163
Si  3.1924  3.0828  9.5114  0.017  0.004  0.0135
Si  6.4485  10.8272  13.7822  0.0017  0.0066  -0.0092
Si  10.3459  0.1327  15.9611  0.0047  0.0015  -0.0161
Si  5.66  3.6607  11.1522  -0.002  0.0037  0.0047
Si  9.8367  3.9078  11.8967  0.002  0.0019  0.0056
Si  2.3335  9.9361  15.5196  -0.0029  -0.0042  -0.0131
Si  6.0316  8.1254  19.7702  -0.0261  0.0016  0.0758
Si  6.931  3.9837  22.3628  -0.0255  0.0174  0.0089
Si  9.763  2.7955  17.3636  0.0033  0.0012  -0.008
O  7.1899  6.3826  13.9703  0.0014  0.0024  0.0015
O  1.8541  7.0371  18.7027  -0.0008  0.0041  0.0051
O  10.313  4.0558  16.5364  -0.0042  -0.0105  0.0109
O  6.1658  9.9591  17.0277  -0.0045  0.0017  0.0003
O  10.1418  0.7169  14.4576  0.0022  -0.0004  0.0078
O  8.4158  6.1219  18.8472  -0.0025  0.0018  -0.0137
O  5.1661  0.6907  14.4259  -0.001  -0.0023  0.0025
O  5.7446  2.0468  17.4605  0.001  0.0044  0.0059
O  8.3554  1.9561  20.5839  0.0183  0.0084  -0.0115
O  1.9604  4.2846  18.3727  0.0061  -0.0243  0.0065
O  6.9654  2.8083  10.6412  0.0045  0.0011  -0.0058
O  4.868  2.7128  12.2172  -0.0015  0.0017  0.0003
O  6.0264  4.4149  16.3386  0.006  -0.0072  0.0069
O  4.5614  3.9176  9.9342  -0.0034  0.0002  -0.0078
O  10.7327  2.739  21.5464  0.0131  -0.0334  -0.0238
O  9.718  6.1652  14.9614  -0.0008  0.0007  0.0038
O  5.9827  6.489  19.8566  0.0139  0.0097  -0.0037
O  4.0964  0.1571  18.2455  -0.0095  0.0027  0.002
O  9.2497  10.5608  12.2668  0.001  -0.0012  -0.0013
O  2.8511  4.3696  12.6944  0  -0.001  0.0016
O  1.867  10.7072  21.2245  0.0003  -0.0002  0.0025
O  3.9973  2.7189  19.2808  0.0078  -0.0004  -0.001
O  0.7239  10.0553  15.9484  -0.0034  -0.0025  0.0061
O  1.2744  9.7779  18.8492  -0.0029  0.0116  -0.0057
O  1.7162  1.634  19.2468  -0.0006  -0.0033  0.0026
O  8.9385  10.4046  16.4896  0.0005  0.0013  0.0055
O  4.8535  8.5361  18.7135  -0.014  0.0128  -0.0102
O  9.5621  8.7596  10.4782  -0.0021  -0.0026  -0.0064
O  6.7262  4.0884  18.8485  -0.0131  -0.019  -0.0168
O  2.8367  1.7332  13.4045  0.0005  -0.0019  0.0028
O  5.7128  8.8546  21.1872  -0.0365  0.0081  -0.0873
O  2.5405  2.4488  10.8707  0.0017  0.0032  -0.0092
O  7.6141  4.854  21.1608  0.006  0.0083  -0.0463
O  5.2036  7.4859  12.552  0.0003  0.0013  0.0015
O  0.4239  9.0732  12.4773  -0.0014  0.0024  -0.0014
O  7.5739  1.0696  13.5654  -0.0016  -0.0004  0.0026
O  7.1197  9.6419  14.7289  -0.002  -0.0054  0.0144
O  8.9724  5.0397  12.6883  0.0003  0.0003  0.0011
O  8.0988  8.0499  16.9118  -0.0013  -0.0034  -0.0023
O  6.1797  2.612  21.8587  -0.0009  -0.0457  -0.014
O  2.4469  9.0877  14.0809  0.0023  0.0035  0.0073
O  0.4204  4.4968  11.8588  -0.0004  -0.0005  -0.0011
O  0.7841  8.3147  20.964  0.0125  0.0382  0.0169
O  9.3843  3.8398  10.3401  -0.0039  0.0019  -0.0113
O  9.6503  2.3943  12.522  -0.0004  0.0009  -0.0038
O  7.5833  8.5661  19.389  0.0127  -0.0041  -0.0125
O  2.5461  8.1694  11.3487  -0.0014  0.0019  0.0003
O  3.9756  3.0697  15.3731  0.0043  0.0014  0.0032
O  0.8361  4.5016  14.4339  -0.0055  0.0004  0.0065
O  10.0496  2.9996  18.9601  0  -0.0095  -0.0087
O  9.1381  7.8118  12.9407  -0.0002  -0.0006  0.0013
O  10.4958  0.5266  20.0492  -0.0009  0.0046  -0.0103
O  6.0237  5.0482  11.9322  0.0016  0.0013  -0.0001
O  8.1665  2.7835  17.0013  -0.0043  -0.0027  0.0015
O  3.5284  5.4857  16.7345  -0.007  0.0015  0.0074
O  4.6644  9.1354  10.3787  0.0012  0.0005  0.0018
O  1.5261  6.6857  13.1704  -0.0013  -0.0002  0.0013
O  4.749  5.5034  14.3412  -0.0008  -0.0015  0.005
O  2.107  3.8064  20.8813  0.0292  -0.0244  -0.0433
O  10.549  1.4263  16.938  -0.0006  0.004  0.0063
O  0.9501  6.0998  16.5405  0.007  0.0008  0.0079
O  7.2604  10.9864  21.9322  -0.0001  0.0346  -0.0238
O  5.9504  0.9442  19.8633  -0.0165  -0.0019  -0.0261
O  6.0631  10.0347  12.3979  -0.0004  0.0002  0.0005
O  2.8396  0.5577  15.5937  0.0018  -0.0021  0.004
O  7.0468  8.0129  10.7749  0.0017  0.0001  -0.0079
O  10.2201  8.0167  18.7185  0.0132  0.001  -0.0034
O  3.4381  9.1969  16.5344  0.0049  -0.0021  0.0111

Results
free energy: -145946.288 eV
free energy less fixed offsets of As -4856.12, O -568.88, Si -635.61 eV per atom: 3.432 eV

The program warned: the cutoff lies below the one the program advises for these potential files; the exchange-correlation potential is rough where the density is thin.
